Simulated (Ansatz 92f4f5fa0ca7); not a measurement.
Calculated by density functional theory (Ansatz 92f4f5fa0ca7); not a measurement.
Periodic cell of 171 atoms, Si99O72, from a study of silicon, its oxide and their interface. The atomic structure is a simulated model.

Settings: functional r2SCAN; potential files Ansatz norm-conserving; basis plane waves; wave-function cutoff 1300 eV; density cutoff ratio 4; exchange-correlation grid ratio 1; k mesh 2 x 2 x 1, shifted by 0.5 0.5 0.5 of a step; self-consistency stop 5e-08 eV per atom in the density residual; occupations Fermi-Dirac, 0.05 eV; spin none; net charge 0.

Cell vectors (angstrom)
a, 11.5403, 0, 0
b, 0, 11.5403, 0
c, -1.7428, -4.3389, 21.7656

Atoms and the computed forces on them: element, x, y, z (angstrom), force x, y, z (eV/angstrom)
Si, 0.8903, 1.6157, 0.1903, 0.0006, 0.304, -0.4503
Si, 1.3529, 4.7746, 0.0781, -0.1284, -0.3424, -0.3062
Si, 1.0566, 9.2548, -0.0907, -0.0065, -0.5301, -0.5248
Si, 4.9597, 1.0852, 0.1682, -0.0056, -0.1932, -0.6859
Si, 5.3054, 5.3027, -0.2176, -0.0797, -0.0684, -0.0184
Si, 4.9439, 9.5492, 0.0212, -0.1562, 0.3812, -0.5631
Si, 8.6981, 1.2149, 0.2915, 0.1419, -0.1699, -0.5177
Si, 8.9292, 4.3704, 0.0406, 0.0269, -0.1576, -0.5051
Si, 8.4322, 9.6193, -0.1808, 0.0531, 0.2458, -0.2097
Si, 2.9545, 1.3177, 1.4035, 0.0493, 0.0282, -0.4092
Si, 3.2783, 5.2716, 1.3061, 0.1455, -0.052, -0.3134
Si, 2.9751, 9.1932, 1.2842, 0.1891, 0.0654, -0.2198
Si, 6.7942, 1.2436, 1.6095, -0.1114, -0.0086, -0.2177
Si, 7.0258, 4.9453, 1.3403, -0.093, 0.0363, -0.0393
Si, 6.7999, 9.1299, 1.4205, -0.1244, -0.0465, -0.1294
Si, 10.6313, 1.2639, 1.6119, -0.0442, 0.1166, -0.1764
Si, 10.8257, 5.104, 1.3129, 0.0626, -0.0099, -0.2198
Si, 10.5355, 9.1499, 1.1057, -0.1525, 0.2199, -0.2617
Si, 3.1176, 3.3004, 2.6788, -0.08, 0.1433, 0.003
Si, 3.0518, 7.2401, 2.6341, -0.2051, -0.0331, -0.0198
Si, 2.9882, 10.9511, 2.8023, 0.1019, 0.0136, 0.0969
Si, 6.8589, 3.1941, 2.8352, -0.0086, 0.1285, 0.1554
Si, 6.9097, 7.0771, 2.625, -0.0878, 0.0366, -0.2624
Si, 6.8162, 10.8742, 2.9258, -0.0036, -0.1734, 0.2403
Si, 10.7373, 3.272, 2.8039, 0.1421, 0.0749, 0.1429
Si, 10.6477, 7.1962, 2.5503, 0.1479, -0.177, -0.2039
Si, 10.6516, 10.822, 2.7948, 0.084, -0.1225, 0.1239
Si, 1.1783, 3.2844, 4.0689, -0.1249, -0.0026, -0.1295
Si, 1.0676, 7.2032, 3.9841, 0.0687, 0.0033, 0.0019
Si, 1.0644, 10.8694, 4.1523, -0.0692, -0.0731, -0.0172
Si, 4.9333, 3.2611, 4.14, -0.0041, -0.0578, -0.1092
Si, 4.9679, 7.2085, 4.0313, 0.0444, -0.1069, 0.0575
Si, 4.8765, 10.8699, 4.2233, 0.0955, 0.0766, -0.0921
Si, 8.8002, 3.2601, 4.1252, 0.0815, 0.1272, -0.1348
Si, 8.787, 7.1842, 4.0394, -0.0018, 0.0067, 0.0537
Si, 8.7749, 10.8636, 4.2115, -0.0973, 0.0366, -0.0528
Si, 1.1289, 1.3209, 5.3849, 0.0515, -0.0154, 0.0089
Si, 1.0875, 5.262, 5.334, -0.0392, 0.0437, -0.0359
Si, 1.0745, 8.9986, 5.626, 0.0463, 0.0215, -0.1138
Si, 4.9628, 1.3082, 5.42, -0.0304, -0.1167, 0.1324
Si, 4.9017, 5.2664, 5.3495, -0.0848, 0.1161, 0.0359
Si, 4.9255, 8.9923, 5.6697, 0.0134, 0.0394, -0.0751
Si, 8.8007, 1.3184, 5.4093, 0.087, -0.176, 0.1719
Si, 8.7413, 5.2433, 5.3478, -0.0134, 0.0055, 0.0602
Si, 8.7745, 8.9945, 5.6498, 0.0008, -0.0027, -0.0694
Si, 3.0573, 1.2602, 6.7361, 0.0768, -0.1178, -0.2514
Si, 2.9945, 5.2711, 6.7206, -0.0351, 0.0923, -0.1878
Si, 2.9857, 8.9832, 7.0853, 0.0252, -0.0032, 0.2054
Si, 6.8853, 1.3231, 6.7542, -0.0279, -0.1091, -0.2523
Si, 6.8087, 5.2335, 6.6957, 0.0202, 0.1468, -0.2536
Si, 6.8655, 9.0293, 7.0839, -0.0269, 0.0283, 0.2286
Si, 10.7347, 1.3047, 6.7104, -0.0469, -0.0221, -0.365
Si, 10.6705, 5.2839, 6.6479, 0.0286, 0.0877, -0.4199
Si, 10.6943, 9.0338, 7.0698, 0.0178, 0.0115, 0.1438
Si, 3.1117, 3.2522, 7.8725, 0.0103, 0.001, 0.066
Si, 2.9092, 6.9409, 8.3953, -0.0466, -0.0957, 0.1425
Si, 3.088, 11.0824, 8.3433, -0.0286, 0.0065, 0.119
Si, 6.8265, 3.2898, 7.9612, 0.0461, 0.0445, 0.2356
Si, 6.7724, 6.9294, 8.2915, -0.0259, -0.048, 0.2904
Si, 6.9372, 11.1525, 8.3419, 0.2262, 0.0659, 0.1212
Si, 10.679, 3.3152, 7.8211, -0.1113, 0.0103, 0.0928
Si, 10.6092, 6.949, 8.2887, -0.097, 0.0034, 0.1818
Si, 10.7556, 11.1505, 8.3272, 0.044, 0.0305, 0.1713
Si, 12.6548, 3.2346, 8.959, 0.1224, 0.0384, 1.1911
Si, 12.4478, 6.2639, 9.5891, -0.1178, -0.4371, 0.7176
Si, 12.7115, 11.7438, 9.5777, 0.0014, 0.3906, 0.8233
Si, 4.9405, 3.2278, 9.3398, -0.068, -0.0388, 0.5168
Si, 4.8508, 6.4283, 9.6446, 0.0208, -0.1824, 0.1416
Si, 5.0408, 11.5395, 9.6727, -0.0642, 0.239, 0.2233
Si, 8.7972, 3.3753, 9.1717, 0.0142, 0.1275, 1.0182
Si, 8.6697, 6.429, 9.621, -0.0162, -0.1345, 0.582
Si, 8.8751, 11.8543, 9.6306, -0.0328, 0.1, 0.7349
Si, 4.6894, 3.4982, 20.0043, -0.0563, -0.0123, -0.3531
Si, 3.0398, 9.1041, 16.8461, -0.1571, -0.1651, -0.2902
Si, 3.4301, 6.0218, 16.9282, -0.0582, 0.2026, -0.1633
Si, 8.0433, 2.8046, 16.8578, 0.1849, 0.2016, -0.1866
Si, 5.1702, 8.9276, 11.7, -0.2069, 0.0181, 0.1659
Si, 6.4268, 5.3872, 16.4801, 0.1768, 0.0847, -0.1844
Si, -1.8572, 6.4946, 14.4746, 0.154, -0.0914, 0.1734
Si, 3.8961, 2.4943, 17.0893, -0.2057, -0.1602, -0.3453
Si, 8.1238, 7.9956, 12.4168, 0.2005, -0.1401, 0.5216
Si, 9.165, 10.3785, 17.5109, -0.0628, -0.1325, -0.3161
Si, 0.5171, 9.238, 18.0914, -0.0188, 0.0834, -0.6056
Si, 1.3572, 3.8314, 17.6396, 0.0994, 0.071, -0.4297
Si, -2.8563, 7.4783, 17.047, -0.0704, 0.1959, -0.3737
Si, 12.1292, 3.011, 13.536, 0.0058, -0.0435, 0.2868
Si, -0.9778, 7.0613, 19.4017, -0.0194, 0.078, -0.4714
Si, -0.5468, 2.4816, 19.8811, 0.0101, 0.1788, -0.3058
Si, 8.2476, 1.1507, 19.2173, -0.0754, -0.165, -0.5485
Si, 8.0112, 0.4854, 15.098, -0.112, -0.0279, 0.1104
Si, 3.3955, 10.1709, 13.9245, -0.0177, 0.109, 0.4125
Si, 5.1147, 3.7753, 14.5717, 0.2222, 0.0544, -0.1787
Si, 0.8933, -0.0401, 12.6458, -0.0479, 0.0003, 0.6238
Si, 2.931, 10.2555, 19.5124, -0.051, -0.1465, -0.4725
Si, 9.3711, 10.7877, 12.6123, 0.1612, 0.0541, 0.4981
Si, 5.1465, 0.8568, 14.9613, 0.0502, -0.2962, 0.1123
Si, 2.7615, 5.0124, 14.0386, 0.0522, 0.0758, 0.0116
Si, 0.4514, 5.8271, 12.5178, 0.0464, 0.1012, 0.4729
Si, 10.5155, 3.8218, 15.7852, -0.135, -0.0323, -0.0177
O, 8.5685, -0.2677, -0.5984, 0.0798, -0.0437, 0.5904
O, 4.9203, 11.1192, -0.4865, 0.0345, -0.1038, 0.7222
O, 1.1536, 7.6644, -0.5097, -0.0305, 0.2087, -0.0948
O, 1.7187, 5.3532, -1.444, -0.1891, 0.0957, 0.3493
O, 4.2054, 11.5761, 13.9513, 0.0089, -0.0984, 0.0049
O, 0.4382, 3.2891, 18.8656, -0.261, -0.2734, 0.2792
O, 4.0217, 9.1528, 12.8342, 0.2953, 0.0303, -0.346
O, 1.8606, 10.5974, 13.6064, 0.0569, 0.1691, -0.34
O, 1.4269, 9.2908, 16.749, 0.1962, -0.0395, 0.5466
O, 8.9664, 11.0839, 11.0808, -0.0465, 0.2721, -0.4742
O, 3.4376, 4.4965, 20.3118, 0.1259, -0.1207, 0.252
O, 3.2994, 7.5814, 17.3163, -0.0195, 0.0831, -0.0129
O, 0.3161, 4.3781, 16.5067, 0.067, -0.198, 0.2003
O, 6.1216, 4.2795, 20.3262, 0.0148, 0.2875, 0.2994
O, 6.1255, 6.6516, -0.6868, -0.1375, -0.13, -0.2687
O, 4.9521, 4.5312, -1.6441, 0.1327, 0.1968, 0.5797
O, 8.8027, 2.7414, -0.4544, -0.0219, 0.2375, 0.5077
O, -0.4995, 6.6114, 13.592, -0.004, -0.2684, -0.2702
O, 0.3667, 6.6455, 11.1234, 0.2071, -0.129, -0.5421
O, 4.2547, 3.6005, 15.9529, 0.0945, -0.081, 0.0344
O, 4.1817, 4.4743, 13.4427, -0.1018, -0.0834, 0.4043
O, 6.6086, 8.5877, 12.3931, -0.1178, 0.0001, -0.2521
O, 4.903, 4.7765, 10.1126, 0.0011, 0.0985, -0.4049
O, 4.415, 1.1036, 16.416, 0.0639, 0.4009, -0.1575
O, 8.8548, 1.9518, 10.0629, -0.0437, -0.4446, -0.7142
O, 5.2103, 10.331, 10.8294, -0.1002, 0.2198, -0.0717
O, 4.785, 7.5982, 10.825, 0.1593, -0.167, 0.0003
O, 4.6156, 2.8863, 18.4876, 0.0592, 0.2217, 0.5966
O, 2.0099, 5.9597, 12.9753, -0.2477, -0.2385, -0.0285
O, 3.5986, 9.4604, 15.3775, -0.0626, 0.1228, -0.0537
O, 10.9613, 2.7403, 14.6508, 0.2712, 0.2864, -0.1105
O, -2.2061, 6.7708, 18.3628, 0.2534, 0.1382, 0.2981
O, 1.0009, 1.5773, 12.91, -0.0588, -0.1417, -0.1502
O, 8.7503, -0.3407, 18.8332, 0.0228, 0.3124, 0.1108
O, 6.475, -0.032, 15.2429, 0.0901, 0.3137, -0.1276
O, 9.6291, 3.1589, 16.9644, -0.2174, -0.0166, -0.148
O, 3.5066, 9.2231, 20.6133, -0.1844, -0.0166, 0.4079
O, 9.0926, 9.2155, 12.8742, -0.1985, 0.0068, -0.277
O, -0.8246, 10.0065, 17.6755, -0.0069, -0.0881, 0.3018
O, 7.1903, 4.1375, 17.1624, -0.0336, -0.1541, -0.0697
O, -4.1939, 6.7046, 16.5852, 0.0766, -0.1121, 0.1025
O, 5.524, 2.2556, 14.1842, -0.1702, 0.0968, 0.2667
O, 12.7172, 4.6347, 9.848, -0.2113, 0.3011, -0.4078
O, 4.9585, 1.6693, 10.1303, 0.039, -0.0217, -0.5296
O, 12.6504, 1.854, 9.894, -0.0312, -0.3601, -0.646
O, 0.2391, 7.6863, 18.5118, -0.2514, -0.0033, 0.3164
O, 8.9671, -0.2745, 16.1652, -0.1231, 0.0481, 0.0885
O, 2.4114, 5.0818, 17.803, 0.0197, -0.1632, -0.0067
O, 3.0082, 5.9185, 15.3574, 0.0471, -0.259, 0.0692
O, 0.0767, 4.2108, 12.5261, 0.13, 0.1735, -0.0544
O, 0.3915, 0.9642, -1.2455, 0.1945, -0.0496, 0.3667
O, 7.4745, 1.7286, 17.917, 0.2355, 0.0159, 0.262
O, 2.2744, 2.5232, 17.2467, 0.1055, 0.3251, 0.1588
O, 9.6183, 4.9769, 15.0761, 0.1466, 0.1096, -0.0269
O, 9.4388, 2.2271, 19.46, 0.1594, -0.1078, 0.1922
O, 3.6376, 10.0584, 18.0396, -0.3569, -0.028, 0.4673
O, 6.2586, 4.8834, 14.9216, -0.3313, -0.1519, 0.3231
O, 8.5269, 7.3862, 10.966, 0.1054, -0.3665, -0.263
O, 8.7545, 4.8, 10.0926, 0.0605, 0.2302, -0.7742
O, -0.6184, 11.0477, 12.964, -0.0683, 0.0741, -0.3453
O, 12.8027, 11.1346, 11.1137, -0.0327, 0.1422, -0.6182
O, 5.018, 5.7361, 17.2025, -0.0801, -0.177, -0.1266
O, 1.0705, 3.1868, -0.2217, 0.1576, 0.0533, 0.2803
O, 8.5102, 0.2102, 13.5958, 0.11, -0.2364, -0.1827
O, -0.5862, 5.7132, 20.2055, -0.0626, -0.1731, 0.7185
O, 7.9602, 2.0954, 15.3882, -0.049, -0.0701, 0.3087
O, 1.8831, 3.6584, 14.293, -0.1109, 0.1272, -0.2273
O, 1.3353, 9.98, 19.2886, 0.1722, -0.0063, 0.0723
O, -1.8131, 7.4782, 15.7796, -0.24, -0.206, 0.0568
O, 8.9622, 5.3294, -1.3161, 0.0014, -0.2887, 0.2908
O, 8.2895, 9.0162, 17.3825, 0.2949, -0.0119, 0.1158
O, -3.1611, 6.842, 13.5609, 0.0442, 0.2621, -0.3779

Results
free energy: -45075.839 eV
free energy less fixed offsets of O -463.61, Si -117.95 eV per atom: -18.869 eV
pressure: -2.09 GPa
stress xx, yy, zz, yz, xz, xy (GPa, positive in tension): 0.42, 3.97, 1.87, 0.05, -0.16, 0.51
